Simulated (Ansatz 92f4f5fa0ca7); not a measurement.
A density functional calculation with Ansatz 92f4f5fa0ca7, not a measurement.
Periodic cell of 215 atoms, Si132O82B1, from a study of silicon, its oxide and their interface. The atomic structure is a simulated model.
Doubt: the cutoff is far below the 930 eV that the study's wrapper takes by default for these files, so forces and energies are approximate.
This geometry differs little from another in the collection (a relaxation step or a small displacement).

Settings: functional PBE; potential files Ansatz PAW; basis plane waves; wave-function cutoff 580 eV; density cutoff ratio 5; exchange-correlation grid ratio 1; k mesh 1 x 1 x 1, Gamma-centred; self-consistency stop 5e-08 eV per atom in the density residual; occupations fixed; spin none; net charge -1 e, with a uniform compensating background and no finite-size correction.

Cell vectors (angstrom)
a, 10.938, 0, 0
b, 0, 10.938, 0
c, 0, 0, 31.5432

Atoms: element, x, y, z (angstrom)
Si, 10.4347, 0.5675, 24.3418
Si, 6.0444, 10.4954, 24.1486
Si, 2.1295, 3.2426, 24.079
Si, 8.7025, 2.2507, 24.3084
Si, 0.5022, 5.0475, 24.1622
Si, 5.0479, 5.8902, 24.1898
Si, 3.3935, 7.6469, 24.158
Si, 7.8306, 8.8209, 23.9923
Si, 1.3434, 1.4757, 25.4559
Si, 6.9211, 1.2923, 25.5034
Si, 4.0261, 4.0961, 25.326
Si, 9.6701, 4.0892, 25.4233
Si, 1.4981, 6.8086, 25.3706
Si, 6.8966, 6.9396, 25.2397
Si, 4.2332, 9.5247, 25.3471
Si, 9.527, 9.6354, 25.4401
Si, 2.7828, 0.0022, 26.646
Si, 8.225, -0.0334, 26.9505
Si, 0.0195, 2.7635, 26.9215
Si, 5.4507, 2.7299, 26.6687
Si, 2.7601, 5.4331, 26.8416
Si, 8.2288, 5.5184, 26.6318
Si, 0.0424, 8.2057, 26.6564
Si, 5.5577, 8.1904, 26.7985
Si, 4.1125, 1.3621, 28.0806
Si, 9.5976, 1.3649, 28.2461
Si, 1.3956, 4.1152, 28.245
Si, 6.8396, 4.1293, 28.0283
Si, 4.1616, 6.8164, 28.1502
Si, 9.6001, 6.8449, 28.0622
Si, 1.3973, 9.5855, 28.0515
Si, 6.8512, 9.5286, 28.2487
Si, 0.056, -0.0262, 29.5357
Si, 5.4512, 0.0071, 29.5036
Si, 2.7725, 2.7044, 29.5363
Si, 8.1757, 2.7682, 29.483
Si, -0.0119, 5.4998, 29.5113
Si, 5.5132, 5.4449, 29.513
Si, 2.7548, 8.2118, 29.4531
Si, 8.2586, 8.1581, 29.5433
Si, 1.398, 1.3514, 30.9188
Si, 6.8246, 1.377, 30.8516
Si, 4.1333, 4.0857, 30.8973
Si, 9.5542, 4.1138, 30.8576
Si, 1.3822, 6.8596, 30.844
Si, 6.8722, 6.7995, 30.9101
Si, 4.0944, 9.5707, 30.8597
Si, 9.6116, 9.5473, 30.908
Si, 2.754, -0.034, 0.7357
Si, 8.1899, 0.0012, 0.6795
Si, -0.025, 2.7429, 0.6904
Si, 5.4865, 2.7072, 0.7257
Si, 2.7251, 5.4801, 0.6828
Si, 8.2243, 5.4285, 0.7486
Si, 0.0443, 8.1769, 0.7317
Si, 5.4723, 8.2078, 0.685
Si, 4.1261, 1.3311, 2.0902
Si, 9.5332, 1.3727, 2.0585
Si, 1.3253, 4.1334, 2.0594
Si, 6.857, 4.0461, 2.1059
Si, 4.0859, 6.8587, 2.0536
Si, 9.6158, 6.7944, 2.0894
Si, 1.3926, 9.543, 2.111
Si, 6.8365, 9.5668, 2.076
Si, -0.0434, -0.0219, 3.3778
Si, 5.4791, -0.0249, 3.5133
Si, 2.6965, 2.7222, 3.3467
Si, 8.1947, 2.6833, 3.5386
Si, -0.0083, 5.4576, 3.5546
Si, 5.4646, 5.4685, 3.3585
Si, 2.7523, 8.1915, 3.5272
Si, 8.2376, 8.1771, 3.3953
Si, 1.3034, 1.3668, 4.6927
Si, 6.8428, 1.2911, 4.9504
Si, 4.0577, 4.1128, 4.6636
Si, 9.5318, 4.0658, 4.9369
Si, 1.3565, 6.8707, 4.9359
Si, 6.867, 6.79, 4.7187
Si, 4.1215, 9.5631, 4.926
Si, 9.5843, 9.5401, 4.7856
Si, 2.6345, 0.0561, 6.1349
Si, 8.2287, -0.1599, 6.2921
Si, -0.0146, 2.6444, 6.2113
Si, 5.3684, 2.7649, 6.0932
Si, 2.7517, 5.4253, 6.1617
Si, 8.1311, 5.4594, 6.2525
Si, -0.0122, 8.272, 6.3024
Si, 5.5934, 8.1471, 6.1697
Si, 3.4555, 1.9737, 7.2241
Si, 10.031, 0.8128, 7.4692
Si, 1.7343, 3.6871, 7.395
Si, 6.2153, 4.5298, 7.3849
Si, 4.6426, 6.3154, 7.2665
Si, 9.2213, 7.1462, 7.515
Si, 0.9115, 10.1515, 7.5375
Si, 7.4409, 8.8509, 7.5301
O, 4.5732, 6.6366, 8.8812
O, 1.294, 4.0407, 8.9445
O, 9.8017, 6.5191, 8.8866
O, 1.3396, 10.1456, 9.1544
O, 6.0431, 4.2142, 9.0107
O, 3.6886, 1.6835, 8.8185
O, 7.0867, 8.9734, 9.1502
O, 9.6479, 1.0523, 9.0619
O, 8.2332, 2.5318, 22.7503
O, 10.9993, 5.5375, 22.6382
O, 5.6228, 0.0808, 22.6379
O, 5.27, 5.3977, 22.6215
O, 2.1465, 2.8057, 22.4703
O, 3.3226, 7.8563, 22.5057
O, 8.3796, 8.7334, 22.4116
O, -0.1618, 11.215, 22.7572
Si, 2.0937, 2.9748, 12.8358
Si, 8.6743, 1.3079, 10.3401
Si, 1.0432, 4.4991, 15.3451
Si, 7.6915, 5.6568, 12.0864
Si, 2.4143, 8.1739, 21.1961
Si, 5.4497, 7.7757, 12.4419
Si, 9.2643, 0.4463, 15.4569
Si, 2.9094, -0.0464, 16.6279
Si, 10.4691, 1.091, 12.5486
Si, 7.7538, 2.8278, 21.2366
Si, 9.1206, 8.7799, 14.4232
Si, 1.3332, 4.8801, 10.369
Si, 4.4772, 9.4832, 19.1133
Si, 11.0741, 6.0847, 21.1052
Si, 6.6073, 10.4628, 14.8127
Si, 5.3809, 0.7228, 21.1693
Si, 2.3494, 9.8165, 10.4123
Si, 0.4254, 10.6276, 21.3806
Si, 5.8357, 5.2501, 21.1136
Si, 3.6322, 7.0915, 10.1134
Si, 9.0392, 5.7028, 14.8135
Si, 3.6518, 4.0788, 19.0648
Si, 10.0176, 3.6512, 19.3029
Si, 4.2736, 8.6612, 15.3381
Si, 0.4447, 1.9077, 17.1448
Si, 6.7887, 7.5202, 19.2324
Si, 5.2555, 3.617, 16.7112
Si, 7.7782, 4.9996, 17.49
Si, 6.6289, 9.9454, 10.3712
Si, 4.3829, 1.0887, 10.1373
Si, -0.0782, 8.9968, 11.8185
Si, 9.0981, 8.6214, 20.9353
Si, 4.5178, 1.6765, 14.532
Si, 2.4417, 2.084, 21.0364
Si, 6.3688, 3.3676, 10.3672
Si, 3.4347, 5.9203, 16.7087
B, 9.8958, 6.5655, 10.3648
O, 0.0968, 2.5924, 18.5907
O, 2.9328, 9.6216, 15.5618
O, 10.851, 4.7962, 20.132
O, 7.5904, 2.4145, 9.8809
O, 10.8473, 5.4901, 10.8144
O, 6.6757, 6.7684, 12.7786
O, 10.3357, 7.9625, 10.7229
O, 7.6513, 9.4666, 13.9743
O, 8.5607, 6.3059, 10.9201
O, 5.3443, 10.4812, 20.0632
O, 2.0545, 3.7882, 11.4152
O, 7.974, 8.5273, 19.753
O, 6.1958, 6.7261, 20.5375
O, 5.4785, 2.7166, 15.3759
O, 1.2997, 0.9236, 20.7024
O, 6.0026, 9.0974, 11.6227
O, 4.6353, 5.0002, 16.1077
O, 6.5976, 3.8806, 17.6082
O, 10.4833, 10.6064, 11.7552
O, 5.555, 0.505, 13.963
O, 8.0035, 5.0938, 15.9008
O, 9.7101, 9.8065, 15.569
O, -0.4134, 5.1695, 15.19
O, 1.5721, 6.8231, 20.7953
O, 1.4967, 0.6269, 17.1669
O, 6.5878, 1.7637, 20.8105
O, 1.0144, 1.7376, 12.7787
O, 3.2328, 5.4914, 18.3052
O, 9.5296, 1.9891, 11.5604
O, 1.0194, 3.1186, 16.2219
O, 8.6309, 5.1685, 13.3459
O, 10.2566, 8.5694, 13.2844
O, 1.44, 9.3899, 21.6657
O, 10.0694, 9.9307, 20.6093
O, 3.1907, 0.2278, 10.9006
O, 5.1181, 2.383, 10.8587
O, 1.6669, 4.1115, 13.9126
O, 7.8857, 10.8861, 10.8368
O, 9.1231, 4.4588, 18.215
O, 5.6334, 9.5198, 15.7588
O, 5.5143, 0.0021, 9.7221
O, 3.5545, 2.3327, 13.3611
O, 1.9947, 5.6428, 16.0129
O, 9.7309, 1.0145, 14.0031
O, 4.4068, 6.9315, 11.5267
O, 4.7436, 4.4825, 20.1993
O, 9.9511, 1.3385, 16.6147
O, 6.7764, 4.3722, 11.5808
O, 5.5846, 8.405, 18.5697
O, 9.0597, 2.7397, 20.2687
O, 3.5779, 1.1353, 15.7486
O, 4.2149, 3.074, 17.8821
O, 9.9211, 7.2131, 20.8941
O, 3.3647, 8.6794, 9.8379
O, 3.9412, 7.4327, 16.3756
O, 7.6271, 0.5049, 15.6568
O, 8.8998, 7.3106, 15.0527
O, 3.9244, 1.4336, 21.1546
O, 1.5722, 9.1453, 11.6914
O, 2.3262, 6.16, 10.143
O, 7.3369, 6.4379, 18.1415
O, 7.2, 4.3586, 21.1344
O, 4.5899, 8.197, 13.7965
O, 3.3319, 8.6561, 19.9464
O, 2.4915, 3.2298, 19.8577
O, 3.7355, 10.3664, 17.9546

Results
free energy: -130698.828 eV
free energy less fixed offsets of B -154.04, O -568.88, Si -635.61 eV per atom: 3.892 eV

Forces (eV/angstrom), in the order of the atoms: element, x, y, z
Si, 0.0054, -0.0045, -0.0027
Si, -0.0017, 0.0026, -0.002
Si, 0.003, -0.0037, -0.0025
Si, -0.0047, 0.0012, -0.0023
Si, -0.0032, 0.0008, 0.0002
Si, 0.0026, -0.0038, -0.002
Si, -0.0024, 0.0011, -0.0032
Si, 0.0005, -0.0021, -0.0006
Si, 0.0025, -0.0049, -0.0074
Si, -0.0046, 0.0038, -0.0085
Si, -0.0002, -0.0013, -0.0046
Si, -0.0017, 0.0037, -0.0081
Si, -0.0021, 0.0028, -0.0052
Si, 0.0012, -0.0015, -0.0031
Si, -0.0009, 0.0019, -0.0033
Si, 0.0033, -0.004, -0.0092
Si, -0.0021, 0, 0.0031
Si, -0.0007, -0.0028, 0.0254
Si, 0.001, -0.0007, 0.0223
Si, 0.0005, 0.0016, 0.0022
Si, 0.0061, 0.0012, 0.0157
Si, -0.0027, -0.0001, 0.0045
Si, -0.001, 0, 0.0028
Si, -0.0005, -0.0034, 0.0114
Si, 0.0016, -0.0033, -0.0054
Si, 0.0008, 0.0034, -0.0078
Si, -0.0061, 0.0027, -0.0039
Si, -0.0007, 0.0042, -0.0092
Si, 0.0031, -0.002, -0.0152
Si, 0.0023, -0.0008, -0.0065
Si, 0.0035, 0.001, -0.009
Si, 0.0062, 0.0049, -0.005
Si, -0.0038, 0.0054, 0.0027
Si, 0.0024, -0.004, 0.0045
Si, -0.0029, 0.0036, 0.0022
Si, 0.0066, -0.006, 0.0063
Si, 0.0066, -0.0047, 0.0036
Si, -0.0022, 0.004, 0.0014
Si, 0.001, -0.0014, 0.0077
Si, -0.0059, 0.0047, 0.0009
Si, 0.0041, -0.0031, -0.0028
Si, -0.0043, 0.001, -0.0033
Si, 0.0036, -0.0035, -0.0023
Si, -0.0021, 0.0034, -0.0033
Si, -0.0046, 0.0008, -0.0026
Si, 0.0042, -0.0035, -0.0021
Si, -0.0008, 0.0046, -0.0043
Si, 0.002, -0.0048, -0.0016
Si, 0.0032, -0.003, 0.0017
Si, -0.0006, 0.0061, 0.0027
Si, -0.006, 0.0035, 0.0008
Si, 0.0026, -0.002, 0.0025
Si, -0.0035, 0.0056, 0.0008
Si, 0.0022, -0.0029, 0.0018
Si, 0.0047, -0.003, 0.0029
Si, -0.0043, 0.0025, 0.0009
Si, 0, -0.0003, -0.0091
Si, 0.0064, -0.0074, 0.0018
Si, 0.0048, -0.0047, -0.0029
Si, -0.0035, 0.0038, -0.0082
Si, 0.0081, -0.007, 0.0003
Si, -0.0056, 0.0056, -0.004
Si, -0.0035, 0.0017, -0.0077
Si, -0.0002, 0.0005, -0.0047
Si, -0.0079, 0.0059, 0.0069
Si, -0.0002, 0.0016, 0.0075
Si, 0.002, 0.0062, 0.0178
Si, 0.0003, -0.004, 0.0041
Si, -0.0045, 0.0033, 0.0057
Si, -0.0024, 0.0095, 0.0082
Si, -0.0005, -0.0004, 0.0017
Si, 0.0071, -0.0114, 0.0083
Si, -0.0028, -0.0017, -0.0177
Si, -0.0009, 0.0008, 0.0004
Si, -0.0042, -0.0041, -0.0255
Si, 0.0014, 0.0003, 0.0005
Si, -0.0006, -0.0006, 0.0037
Si, -0.007, -0.0009, -0.0149
Si, 0.0032, -0.0003, 0.002
Si, -0.0027, 0.006, -0.0129
Si, 0.0079, -0.002, 0.0091
Si, -0.0039, 0.001, -0.0018
Si, -0.0004, 0.0041, 0.0103
Si, 0.006, -0.0091, 0.0057
Si, -0.0014, 0.0023, 0.0058
Si, -0.0019, -0.0052, 0.0045
Si, 0.0089, 0.0045, 0.0004
Si, -0.0048, 0.0003, 0.0051
Si, 0.0061, 0.0008, 0.0085
Si, -0.0067, 0.0079, 0.0137
Si, -0.0062, -0.0009, 0.0072
Si, -0.0001, -0.0027, 0.01
Si, -0.0047, 0.0094, 0.0129
Si, 0.0064, -0.0046, 0.0183
Si, 0.0045, -0.0058, 0.0112
Si, -0.0084, 0.0076, 0.0127
O, 0.0047, -0.0049, -0.0133
O, 0.0016, -0.0017, -0.0128
O, -0.0002, 0.0014, -0.0064
O, -0.0057, 0.0008, -0.014
O, 0.0002, 0.002, -0.0113
O, 0.0011, 0.0002, -0.0031
O, 0.0077, -0.0062, -0.0167
O, 0.0044, -0.0007, -0.0133
O, 0.0018, -0.0012, 0.0029
O, 0.0014, -0.0016, 0.0021
O, 0.0017, -0.0012, 0.0022
O, -0.0009, 0.0012, 0.0025
O, -0.0002, 0.0014, 0.0028
O, 0.0018, -0.0009, 0.0033
O, -0.0013, 0.0006, 0.0028
O, -0.0008, 0.0018, 0.0026
Si, 0.0001, -0.0027, -0.0041
Si, -0.0052, -0.0009, 0.0038
Si, 0.0004, -0.0012, -0.0064
Si, -0.0033, -0.0026, 0.0035
Si, -0.0019, -0.0008, 0.0002
Si, -0.0025, -0.0009, -0.0035
Si, -0.0014, 0.0017, -0.0047
Si, -0.0011, -0.0011, -0.0062
Si, 0.0049, -0.0001, 0.0006
Si, -0.0008, -0.0003, -0.0034
Si, -0.002, 0.0017, -0.0059
Si, 0.0046, -0.0045, 0.0015
Si, 0, 0.0017, -0.0013
Si, 0.0009, 0.0028, -0.0023
Si, -0.0012, 0.0016, -0.0084
Si, -0.0011, -0.001, -0.0017
Si, 0.0021, 0.0029, 0.0045
Si, 0.0005, -0.0018, -0.0005
Si, 0.0017, 0.0005, -0.0019
Si, -0.0014, -0.004, 0.0035
Si, -0.001, -0.0006, -0.0031
Si, -0.0006, -0.0002, -0.002
Si, -0.0006, -0.0005, -0.0011
Si, -0.0016, 0.0019, -0.0052
Si, 0.001, -0.0002, -0.0048
Si, 0.0002, 0.0007, -0.0014
Si, -0.0015, 0.0005, -0.0042
Si, 0.0004, -0.0006, -0.0021
Si, -0.0034, 0.0053, -0.0005
Si, 0.0041, 0.0021, -0.0018
Si, -0.0013, 0.0103, 0.0067
Si, 0.0031, 0.0004, -0.0012
Si, -0.0016, -0.0012, -0.0052
Si, 0.0001, -0.0024, -0.0003
Si, 0.0003, -0.0017, 0.0028
Si, 0.0013, -0.0021, -0.0054
B, 0.0007, -0.0033, -0.0003
O, 0.0003, -0.0003, 0.0008
O, 0.0012, -0.0026, 0.0031
O, 0, -0.0013, 0.0001
O, 0.0047, 0.0007, 0.0024
O, -0.0037, 0.0067, -0.0008
O, -0.0017, 0.0007, -0.0008
O, -0.0026, -0.0084, -0.0043
O, 0.0007, -0.0016, 0.0035
O, 0.0062, 0.0037, -0.0024
O, -0.0017, -0.0004, -0.0002
O, -0.0026, 0.0051, -0.0024
O, -0.001, -0.0011, -0.0001
O, 0, -0.0005, 0
O, -0.0004, -0.0011, 0.0026
O, 0.0002, -0.0005, 0.0014
O, 0.0011, -0.0005, -0.0011
O, -0.0004, 0.0014, 0.0036
O, -0.0003, -0.0006, 0.0014
O, 0.0033, -0.0056, 0.0024
O, -0.0007, -0.0001, 0.0046
O, 0.0016, 0.001, 0.0003
O, -0.0002, -0.0017, 0.0021
O, 0.0012, 0.0014, 0.0038
O, 0, -0.0004, 0.0008
O, -0.0008, 0.0007, 0.0031
O, 0.0012, 0.0008, 0.0017
O, -0.0062, -0.0008, 0.0036
O, 0.0008, 0.001, 0.0015
O, -0.0032, -0.0014, -0.0036
O, -0.0006, 0.0028, 0.0017
O, -0.0026, 0.0026, -0.0011
O, 0, 0.0022, -0.0034
O, -0.0003, 0.0007, -0.003
O, -0.0004, -0.0012, 0.0012
O, 0.001, -0.0012, -0.0009
O, -0.0015, -0.0023, -0.0024
O, -0.002, -0.0007, 0.0039
O, -0.0014, 0.0018, -0.0021
O, -0.0008, -0.0001, 0.001
O, 0.0001, -0.0004, 0.0032
O, -0.0008, 0.0014, 0.0014
O, -0.0021, 0.0014, 0.0025
O, -0.0022, -0.002, 0.0016
O, 0.0026, 0.0014, -0.0012
O, 0.0047, 0.0011, 0.0006
O, -0.0007, -0.0008, 0.0001
O, -0.0015, -0.0015, 0.0021
O, 0, -0.0025, -0.0025
O, -0.0011, 0.0005, 0.0016
O, 0.0012, 0.0009, -0.0005
O, 0.0028, 0.0031, 0.0023
O, 0.0014, 0.0002, 0.0008
O, 0.0002, -0.0007, -0.0001
O, -0.0025, 0.0043, 0.0016
O, 0.0004, 0.0023, 0.002
O, -0.0001, -0.0007, 0.0041
O, 0.0006, 0.0001, 0.002
O, 0.002, 0.0004, 0.0002
O, -0.0056, 0.0033, -0.0029
O, -0.0014, -0.0008, 0.0037
O, 0, -0.0003, 0.0016
O, -0.0001, -0.0018, 0.0003
O, 0.0023, -0.0025, -0.0008
O, 0.0026, 0.0005, -0.0013
O, 0.0009, 0.0011, -0.0002
O, 0, -0.0015, 0.0022

The program warned: the cutoff lies below the one the program advises for these potential files; the exchange-correlation potential is rough where the density is thin.
